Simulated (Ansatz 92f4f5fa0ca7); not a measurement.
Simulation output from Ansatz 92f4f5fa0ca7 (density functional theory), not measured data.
Periodic cell of 223 atoms, Si133O90, from a study of silicon, its oxide and their interface. The atomic structure is a simulated model.

Settings: functional PBE; potential files Ansatz PAW; basis plane waves; wave-function cutoff 700 eV; density cutoff ratio 5; exchange-correlation grid ratio 1; k mesh 2 x 2 x 1, shifted by 0.5 0.5 0.5 of a step; self-consistency stop 5e-08 eV per atom in the density residual; occupations fixed; spin none; net charge 0.

Cell vectors (angstrom)
a, 10.938, 0, 0
b, 0, 10.938, 0
c, 0, 0, 32.4471

Atoms and the computed forces on them: element, x, y, z (angstrom), force x, y, z (eV/angstrom)
Si, 0.371, -0.2622, 25.0098, 0.0255, -0.0103, -0.0381
Si, 5.1204, 0.1839, 25.0267, -0.0291, 0.0006, -0.0369
Si, 2.9086, 2.4503, 24.8873, 0.0043, -0.0243, -0.0334
Si, 7.9924, 2.8959, 24.9681, 0.0051, 0.0332, -0.0247
Si, -0.2626, 5.5546, 25.1353, -0.0375, 0.0024, -0.0241
Si, 5.8045, 5.152, 25.081, 0.0245, -0.0106, -0.0267
Si, 2.5689, 8.4058, 24.8878, 0.0072, 0.0322, -0.0275
Si, 8.5506, 7.889, 24.8365, 0.0231, -0.0314, -0.0356
Si, 1.4244, 1.3344, 26.3475, 0.0046, 0.0139, 0.0097
Si, 6.8065, 1.3137, 26.2519, 0.0034, 0.014, 0.018
Si, 4.106, 4.0261, 26.2545, -0.0089, -0.0126, 0.0063
Si, 9.4946, 4.032, 26.4147, -0.0056, -0.0081, -0.0124
Si, 1.409, 6.799, 26.2353, 0.0066, 0.0204, 0.0179
Si, 6.9209, 6.8347, 26.2631, 0.0099, 0.0072, 0.005
Si, 4.0498, 9.533, 26.3524, -0.002, -0.0031, -0.004
Si, 9.6164, 9.526, 26.2066, -0.0008, 0.0054, 0.0179
Si, 2.75, -0.0142, 27.7297, 0.0067, -0.012, -0.0126
Si, 8.2264, -0.0349, 27.6033, 0.002, -0.0079, 0.0069
Si, 0.0182, 2.7004, 27.6771, -0.0035, 0.0007, -0.0053
Si, 5.477, 2.6975, 27.6641, -0.0032, 0.0035, -0.0086
Si, 2.7658, 5.4433, 27.6251, -0.0011, 0.0022, 0.011
Si, 8.1958, 5.4782, 27.721, 0.0014, 0.005, -0.0116
Si, 0.0325, 8.175, 27.6382, -0.0056, 0.0021, -0.0079
Si, 5.4995, 8.1776, 27.6361, 0.0039, -0.0036, -0.0005
Si, 4.1018, 1.3673, 29.0289, 0.2148, -0.036, 0.3771
Si, 9.5708, 1.3673, 29.0289, -0.0601, -0.3021, -0.1493
Si, 1.3673, 4.1018, 29.0289, 0.1049, 0.0497, -0.1642
Si, 6.8362, 4.1018, 29.0289, -0.2913, -0.0451, 0.172
Si, 4.1018, 6.8362, 29.0289, 0.1402, -0.1604, -0.2416
Si, 9.5708, 6.8362, 29.0289, 0.2767, 0.0855, 0.1586
Si, 1.3673, 9.5708, 29.0289, -0.2155, -0.1431, 0.2004
Si, 6.8362, 9.5708, 29.0289, 0.1234, -0.0152, -0.2785
Si, 0, 0, 30.3961, -0.0689, -0.0728, 0.0095
Si, 5.469, 0, 30.3961, -0.0268, 0.0859, -0.0129
Si, 2.7345, 2.7345, 30.3961, 0.0255, 0.0188, -0.0057
Si, 8.2035, 2.7345, 30.3961, -0.0351, -0.0043, -0.0378
Si, 0, 5.469, 30.3961, 0.002, 0.0589, -0.0177
Si, 5.469, 5.469, 30.3961, -0.0539, -0.0754, 0.0224
Si, 2.7345, 8.2035, 30.3961, -0.0528, 0.0259, -0.0273
Si, 8.2035, 8.2035, 30.3961, 0.0228, 0.0225, -0.0164
Si, 1.3673, 1.3673, 31.7634, -0.0185, -0.018, -0.0089
Si, 6.8362, 1.3673, 31.7634, 0.0189, -0.0549, -0.0087
Si, 4.1018, 4.1018, 31.7634, -0.0148, 0.0229, 0.0194
Si, 9.5708, 4.1018, 31.7634, 0.0322, -0.0082, -0.0065
Si, 1.3673, 6.8362, 31.7634, 0.0224, -0.0747, -0.0039
Si, 6.8362, 6.8362, 31.7634, 0.0301, -0.0052, -0.0039
Si, 4.1018, 9.5708, 31.7634, 0.0601, 0.0045, -0.0064
Si, 9.5708, 9.5708, 31.7634, 0.0148, 0.0275, 0.025
Si, 2.7345, 0, 0.6835, -0.0123, -0.0016, -0.0192
Si, 8.2035, 0, 0.6835, -0.0592, 0.1073, -0.0011
Si, 0, 2.7345, 0.6835, 0.0086, 0.0038, 0.0092
Si, 5.469, 2.7345, 0.6835, -0.0061, -0.0055, -0.0044
Si, 2.7345, 5.469, 0.6835, -0.0453, 0.0368, 0.0022
Si, 8.2035, 5.469, 0.6835, -0.0255, -0.0138, -0.0112
Si, 0, 8.2035, 0.6835, 0.0304, -0.0084, 0.0014
Si, 5.469, 8.2035, 0.6835, -0.0397, -0.0139, 0.0112
Si, 4.1018, 1.3673, 2.0507, -0.0164, -0.0203, -0.018
Si, 9.5708, 1.3673, 2.0507, 0.0135, -0.1267, 0.0128
Si, 1.3673, 4.1018, 2.0507, 0.0134, -0.0209, -0.0028
Si, 6.8362, 4.1018, 2.0507, 0.1004, 0.059, 0.0028
Si, 4.1018, 6.8362, 2.0507, 0.0491, -0.0188, 0.0209
Si, 9.5708, 6.8362, 2.0507, -0.0207, -0.0501, 0.0133
Si, 1.3673, 9.5708, 2.0507, 0.001, 0.1178, -0.0215
Si, 6.8362, 9.5708, 2.0507, 0.0573, 0.0057, 0.0406
Si, 0, 0, 3.418, -0.0447, -0.1539, -0.977
Si, 5.469, 0, 3.418, -0.4668, -0.0653, 0.2043
Si, 2.7345, 2.7345, 3.418, 0.3082, 0.3331, -0.1196
Si, 8.2035, 2.7345, 3.418, -0.0195, 0.4924, 0.1743
Si, 0, 5.469, 3.418, -0.1736, -0.2118, 0.1565
Si, 5.469, 5.469, 3.418, -0.0393, 0.1393, 0.0611
Si, 2.7345, 8.2035, 3.418, 0.2778, 0.1259, 0.3249
Si, 8.2035, 8.2035, 3.418, -0.0922, -0.043, 0.0291
Si, 1.3152, 1.3878, 4.6646, 0.0125, -0.0033, -0.032
Si, 6.7625, 1.435, 4.7453, -0.0258, 0.0352, 0.015
Si, 4.1127, 4.1369, 4.8173, 0.0015, 0.0007, -0.0171
Si, 9.54, 4.1505, 4.8603, -0.0107, 0.0134, -0.0114
Si, 1.4005, 6.7951, 4.7668, 0.0085, 0.0044, -0.0083
Si, 6.7825, 6.8928, 4.814, -0.0055, -0.0081, -0.0123
Si, 4.0694, 9.6069, 4.8884, 0.0202, -0.0104, -0.0138
Si, 9.6352, 9.5517, 4.7279, -0.0108, -0.0057, 0.0159
Si, 2.5258, 0.0785, 6.1149, 0.0032, 0.0043, 0.0253
Si, 8.2564, 0.0884, 5.9061, 0.0268, -0.0152, -0.0122
Si, 0.0583, 2.6988, 6.0816, 0.0053, -0.0196, 0.0042
Si, 5.4803, 2.784, 6.2363, -0.0118, 0.0124, 0.0119
Si, 2.7656, 5.5379, 6.2157, -0.0205, -0.0131, 0.0156
Si, 8.1247, 5.5937, 6.2544, 0.0075, -0.0083, 0.0147
Si, 0.0645, 8.1723, 6.1043, -0.0299, 0.0174, -0.0002
Si, 5.4897, 8.239, 6.3384, 0.0214, -0.0029, -0.0088
Si, 3.713, 1.6584, 7.3485, -0.0038, 0.0037, 0.0196
Si, 9.4803, 1.4364, 7.3834, -0.051, 0.0123, 0.0683
Si, 1.5662, 3.896, 7.4026, 0.0169, -0.0014, 0.0715
Si, 6.5667, 4.4284, 7.6353, -0.026, 0.0266, 0.0201
Si, 4.2715, 6.6687, 7.7164, 0.0149, -0.0527, 0.0574
Si, 9.4315, 7.1711, 7.5352, 0.0332, -0.0172, 0.0157
Si, 1.3235, 9.5014, 7.5828, 0.0138, -0.0477, 0.0534
Si, 7.2119, 9.6012, 7.3765, 0.0186, 0.0353, 0.0254
O, 9.6585, 6.7063, 24.545, -0.0034, -0.0049, -0.0295
O, 4.0386, 1.3152, 24.4696, 0, 0.0001, -0.023
O, 8.6384, 8.794, 8.222, -0.0142, 0.0073, 0.0007
O, 2.7089, 2.8204, 7.9647, -0.0113, 0.0032, 0.0189
O, 6.895, 4.0455, 24.4857, -0.0036, -0.006, -0.0243
O, 1.44, 9.5368, 24.4278, 0.0015, 0.0011, -0.021
O, 5.3301, 5.4513, 7.9312, -0.0288, -0.0011, 0.029
O, -1.3191, 0.4199, 8.6924, 0.0102, 0.0142, -0.0125
O, 7.0634, 4.1342, 9.1867, 0.0128, -0.007, -0.0031
O, 6.7244, 10.6345, 8.5625, -0.019, -0.0331, 0.0021
O, 9.9454, 6.5559, 8.9172, -0.0041, 0.0137, -0.0155
O, 0.2806, 9.4413, 8.9017, 0.0057, 0.0208, -0.0028
O, 4.2029, 0.7089, 8.5845, 0.0111, 0.0084, -0.0034
O, 0.6449, 4.5028, 8.5614, 0.0195, -0.0064, -0.0267
O, 8.8095, 2.7716, 8.0615, 0.021, -0.0402, -0.0031
O, 3.8495, 7.0843, 9.2811, 0.0209, 0.0028, -0.0238
O, 8.151, 8.3498, 23.3067, -0.0009, 0.0156, 0.0067
O, 8.6986, 2.2506, 23.6228, 0.0003, -0.0092, 0.0094
O, 5.163, 5.9249, 23.7925, -0.0118, -0.0069, 0.0117
O, 2.188, 2.9284, 23.4579, 0.0082, -0.0032, 0.0259
O, 10.8355, 0.6335, 23.7173, -0.0155, -0.0151, 0.0038
O, 0.1835, 4.6151, 23.8656, 0.0273, 0.019, -0.003
O, 3.37, 7.8709, 23.5222, -0.0137, -0.0011, 0.0238
O, 5.621, 10.2678, 23.7058, -0.0058, 0.023, 0
Si, 7.6277, 2.4447, 18.8836, 0.0008, -0.0018, 0.0003
Si, 3.8549, 6.4017, 22.9648, -0.0067, -0.0079, 0.0042
Si, -3.9718, 12.4295, 11.4563, -0.0067, 0.0012, 0.0001
Si, 15.8538, 5.1503, 15.2905, 0.0013, -0.0002, 0.0014
Si, 6.9198, 3.4714, 13.6901, -0.0019, -0.0003, -0.0039
Si, 8.1241, 5.3514, 19.8832, 0.0001, 0.0049, 0.0038
Si, -0.0354, 3.0367, 15.0754, 0, 0.0031, 0.0018
Si, 4.9993, 1.9585, 20.55, -0.0016, 0.001, 0.0044
Si, 3.6201, 2.5719, 16.3548, -0.0023, -0.0026, 0.007
Si, 9.5889, 1.1465, 22.8133, -0.0023, -0.0009, 0.0011
Si, 8.4644, 3.3614, 9.5689, 0.0025, 0.0029, 0.0076
Si, -1.2485, 9.2985, 19.3527, -0.0007, -0.0063, 0.0024
Si, 8.6964, -0.9156, 12.3375, -0.0035, -0.002, 0.0024
Si, 10.1566, 11.2759, 14.7776, 0.0017, -0.0003, 0.0035
Si, 5.9822, 6.1629, 18.0197, 0.0019, -0.0004, -0.0001
Si, 17.5483, 1.7472, 16.3231, 0.0001, -0.0022, 0.0034
Si, -0.7143, 1.2738, 19.8986, 0.0014, 0.0014, 0.0065
Si, 5.3561, 10.9068, 9.4275, -0.007, 0.0045, 0.0003
Si, 12.0406, 3.1386, 18.0735, 0.0041, 0.0001, 0.0033
Si, 12.3799, 8.1066, 19.4264, -0.0013, -0.0018, 0.0029
Si, -2.7405, -1.6301, 21.9886, 0.0019, 0.0008, -0.0007
Si, 2.2896, 9.4465, 12.5791, -0.0006, 0.0041, 0.0004
Si, 9.3249, 16.2988, 13.931, 0.0001, -0.0006, -0.0005
Si, 3.4455, 10.3401, 20.0128, -0.0042, -0.0001, -0.0005
Si, 10.8443, 5.376, 9.7787, -0.0134, 0.0185, 0.0313
Si, 5.3035, 5.0697, 20.6872, -0.0043, 0.0004, 0.0034
Si, 5.525, 10.4401, 22.0886, -0.0017, -0.0007, 0.0029
Si, 3.8809, -2.4917, 17.7415, 0.0007, 0.002, 0.0001
Si, 1.9156, 1.0798, 14.2548, 0.0048, -0.0014, -0.0015
Si, 3.4601, 8.6233, 9.7125, 0.0104, 0.0048, 0.0171
Si, 3.1769, 7.7518, 14.8353, 0.0032, 0.0013, 0.0032
Si, -1.25, 9.84, 9.25, 0.0016, -0.0064, 0.0126
Si, 1.477, 4.3182, 22.9328, -0.0025, 0.0119, 0.0046
Si, 0.3907, 5.3592, 20.1957, 0.0035, -0.0009, 0.0042
Si, 8.5518, 8.0205, 14.5943, -0.0063, -0.0035, 0.0032
Si, 8.1123, 9.9885, 16.7209, -0.0067, -0.0034, 0.007
Si, 11.2731, -3.3817, 13.85, -0.0044, -0.0012, 0.0002
O, 7.5796, 2.6381, 17.28, -0.0136, -0.0246, 0.0133
O, 8.3394, 4.2114, 13.2856, -0.017, -0.001, 0.0145
O, 9.4443, -0.3143, 16.0625, -0.0207, -0.004, -0.0057
O, 3.6694, 12.0084, 20.0499, 0.0255, -0.0108, 0.0074
O, 2.635, 9.0956, 11.0208, -0.0004, 0.0018, 0.0021
O, 5.2878, -3.3034, 17.9197, -0.0163, -0.0179, -0.0002
O, 2.7159, 9.0753, 8.322, -0.0358, 0.0048, -0.0096
O, -0.5371, -4.5979, 13.1471, -0.002, 0.0148, 0.0064
O, 8.1754, -2.2626, 13.1128, 0.0226, 0.0131, 0.0196
O, 16.5788, 1.1114, 21.7983, -0.0229, -0.016, -0.0194
O, 5.8991, 5.4328, 16.5719, -0.0221, 0.0098, -0.0003
O, 2.5903, 7.6427, 18.3623, 0.0066, 0.0254, 0.0114
O, 10.4998, 10.6263, 19.8286, -0.0007, 0.0065, 0.0069
O, 6.9369, 2.2883, 14.8277, -0.0167, 0.0111, 0.0147
O, 5.8324, 15.544, 14.0724, 0.0085, -0.0174, 0.0188
O, 7.6851, 8.6995, 15.8009, 0.0297, 0.0104, -0.0079
O, 2.6664, 13.711, 17.6913, 0.0024, -0.0006, -0.0148
O, 10.1773, 1.8127, 21.4468, -0.0117, -0.0274, -0.0057
O, 4.0755, 9.8545, 18.5694, -0.0158, -0.0179, 0.0045
O, 10.3335, 4.5317, 14.8985, -0.0115, -0.012, -0.0051
O, 8.7331, 1.3276, 19.2469, -0.0053, 0.0225, 0.0018
O, 6.1528, 12.9461, 19.4011, 0.0092, 0.0055, 0.0159
O, 9.6912, 5.6895, 20.2787, 0.0224, 0.0065, -0.0041
O, 8.1774, 2.0941, 10.5532, -0.0222, 0.0157, -0.0035
O, 17.848, 0.1541, 16.602, 0.0176, 0.0097, -0.0035
O, 0.946, 4.3688, 21.3944, -0.0004, 0.0182, 0.0017
O, 6.9071, 5.3966, 21.0289, -0.0193, 0.0052, -0.0261
O, -1.6939, 9.6828, 10.7984, -0.0032, 0.0121, -0.0062
O, -3.4548, 0.1553, 12.229, 0.02, -0.0026, -0.0101
O, 11.7731, 4.6067, 18.7897, -0.0092, -0.0095, 0.015
O, 8.5044, -1.4226, 18.2405, 0.0127, -0.0061, -0.0059
O, 10.1603, 8.2431, 14.8603, -0.0153, -0.016, -0.019
O, -0.042, 8.3625, 18.7593, 0.001, 0.0083, 0.0155
O, 7.5343, 6.2334, 18.6044, -0.0253, -0.0269, 0.0196
O, 2.0117, 9.5082, 20.1187, -0.0021, -0.0119, -0.0236
O, 1.1884, 13.5034, 14.0442, -0.0145, -0.0178, 0.022
O, 5.0789, 2.0199, 16.7865, 0.0086, 0.0104, -0.0164
O, 3.7638, 4.0517, 15.668, 0.0253, -0.007, 0.007
O, 11.4085, 2.0404, 19.1034, -0.0112, 0.0035, -0.0033
O, 3.4021, 8.7413, 13.5522, -0.036, -0.0053, 0.0024
O, 4.8809, 9.4231, 9.8634, -0.0182, 0.0077, -0.0113
O, 5.678, 0.9958, 10.6132, 0.0198, -0.015, -0.0056
O, 8.6938, 10.7844, 22.4551, 0.0166, -0.0024, -0.0067
O, 4.2148, 6.5135, 14.7842, -0.0078, 0.0007, 0.0145
O, 6.6919, -1.4123, 21.4229, 0.0097, 0.0066, 0.0223
O, 4.3421, 6.1959, 21.4145, 0.0086, -0.019, -0.0072
O, 2.3032, 0.1484, 12.9298, 0.0008, -0.024, 0.0095
O, -1.1134, -0.2217, 13.2804, -0.0138, 0.0049, 0.0063
O, 0.8186, 11.0963, 15.0575, -0.0089, 0.0273, -0.0235
O, 3.1441, 12.3676, 15.2651, -0.0154, 0.008, -0.001
O, 5.1206, 5.2444, 19.074, 0.026, 0.0221, 0.0122
O, 0.3499, 3.0089, 16.651, 0.0031, -0.008, 0.0033
O, 4.1796, 9.8485, 21.3896, 0.0139, 0.0201, -0.0002
O, 9.5994, 4.3088, 10.1951, -0.0134, -0.0135, -0.017
O, 12.1211, 6.793, 20.3906, -0.0161, -0.0204, -0.0154
O, -1.1929, 1.9216, 14.7965, 0.0294, -0.004, 0.0057
O, 6.3952, 2.6811, 12.3789, 0.018, -0.0027, -0.0003
O, 0.8386, 8.7245, 12.818, 0.0195, -0.0105, 0.0265
O, 0.8592, 5.9833, 10.8232, -0.0051, -0.0166, -0.0281
O, 1.6444, 7.1504, 14.7606, 0.0105, 0.0252, -0.0171
O, 9.0511, 8.675, 20.7448, -0.004, 0.019, -0.0037
O, 2.5658, 5.4726, 23.2464, 0.0078, -0.0112, -0.0253
O, -2.7113, 3.7877, 19.5133, -0.0172, -0.0012, -0.0124
O, 14.4541, 8.6524, 16.1656, 0.009, -0.022, 0.0027
O, 4.7683, 3.5295, 21.0314, 0.0099, 0.0033, -0.0121
O, 8.2655, -4.5257, 14.6305, 0.015, 0.0188, -0.0107

Results
free energy: -135748.518 eV
free energy less fixed offsets of O -569.03, Si -635.61 eV per atom: 0.312 eV

The program warned: the cutoff lies below the one the program advises for these potential files; the exchange-correlation potential is rough where the density is thin.
